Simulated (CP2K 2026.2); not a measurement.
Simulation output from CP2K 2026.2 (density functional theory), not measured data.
Periodic cell of 504 atoms, Si360O144, from a study of silicon, its oxide and their interface. The atomic structure is a simulated model.
Doubt: the forces sum to 2.29 eV/angstrom along one axis rather than to zero, so they err by at least 0.0045 eV/angstrom per atom on average; the grid cutoff is modest.

Settings
functional: PBE
method: Gaussian and plane waves
basis set: DZVP-MOLOPT-SR-GTH
pseudopotentials: GTH-PBE
grid cutoff: 350 Ry, relative cutoff 50 Ry
k points: Gamma only
occupations: fixed
spin: none
net charge: 0

Cell vectors (angstrom)
a	16.32	0	0
b	0	16.32	0
c	2.2005	-2.6542	33.5213

Atoms and the computed forces on them: element, x, y, z (angstrom), force x, y, z (eV/angstrom)
Si	1.335	14.977	0.467	-0.04	-0.01	0.57
Si	3.688	1.568	0.217	0.164	-0.048	0.776
Si	1.584	3.854	0.122	-0.142	0.157	0.764
Si	6.551	3.876	33.48	-0.14	0.137	0.763
Si	3.294	7.129	33.502	0.153	-0.085	0.779
Si	5.809	10.273	33.465	0.116	-0.276	0.744
Si	7.196	14.826	0.085	-0.221	-0.008	0.636
Si	9.87	1.025	0.378	-0.05	0.046	0.811
Si	6.48	4.229	0.06	0.132	-0.054	0.735
Si	11.28	4.323	33.45	0.31	-0.115	0.779
Si	7.105	9.421	0.013	-0.182	0.041	0.675
Si	9.354	12.512	0.008	0.158	-0.159	0.719
Si	12.022	15.137	0.282	0.171	-0.044	0.755
Si	17.724	-1.813	33.488	-0.253	0.173	0.806
Si	14.428	1.154	33.327	0.079	0.129	0.777
Si	14.684	7.08	0.054	0.055	-0.139	0.775
Si	14.616	6.584	33.475	-0.104	0.182	0.711
Si	15.239	12.019	0.009	-0.238	0.065	0.773
Si	2.695	0.061	1.675	0.007	-0.014	-0.037
Si	5.362	2.693	1.416	-0.012	0.015	-0.068
Si	2.76	5.459	1.354	0.028	-0.026	-0.044
Si	5.46	8.198	1.224	0.025	-0.02	-0.058
Si	2.701	11.033	1.183	0.011	0.007	-0.059
Si	5.417	13.749	1.256	0.039	-0.028	-0.046
Si	8.234	-0.068	1.589	-0.004	-0.001	-0.029
Si	10.98	2.715	1.478	0.041	-0.003	-0.054
Si	8.049	5.429	1.356	0	0.001	-0.045
Si	10.814	8.055	1.203	-0.028	-0.006	-0.018
Si	8.234	10.93	1.368	-0.008	0.01	-0.036
Si	10.833	13.581	1.504	0	0.004	-0.048
Si	13.745	-0.025	1.345	-0.002	0.037	-0.04
Si	16.353	2.609	1.343	-0.018	-0.01	-0.047
Si	13.549	5.327	1.166	-0.025	0.023	-0.058
Si	16.273	8.231	1.358	-0.027	0.008	-0.043
Si	13.586	10.853	1.262	0.013	-0.022	-0.059
Si	16.263	13.497	1.539	-0.012	-0.014	-0.043
Si	1.298	1.405	2.916	-0.006	0.021	0.06
Si	4.051	4.09	2.788	-0.006	0.008	0.038
Si	1.352	6.834	2.646	-0.003	-0.002	0.009
Si	4.059	9.588	2.538	-0.02	-0.004	0.01
Si	1.4	12.195	2.785	0.009	-0.008	0.051
Si	4.175	15.01	2.819	0.01	-0.035	0.025
Si	6.791	1.366	2.753	-0.01	0	0.01
Si	9.5	4.094	2.69	-0.007	0.005	0.002
Si	6.751	6.844	2.712	-0.021	-0.007	0.032
Si	9.582	9.5	2.665	0.008	-0.01	-0.003
Si	6.74	12.27	2.636	0.011	0.025	0.006
Si	9.538	14.897	2.934	0.02	0.016	0.05
Si	12.401	1.361	2.759	-0.026	-0.032	0.038
Si	14.943	4.038	2.603	-0.002	0.013	0.01
Si	12.182	6.694	2.588	0.006	-0.001	0.019
Si	14.925	9.552	2.734	-0.009	0.022	0.029
Si	12.259	12.183	2.706	0.014	-0.003	0.012
Si	14.917	14.905	2.82	-0.021	0.002	0.016
Si	16.281	-0.037	4.173	0	0.018	-0.015
Si	2.7	2.768	4.184	0.032	-0.012	0.009
Si	16.31	5.429	3.979	0.002	-0.031	0.005
Si	2.722	8.212	3.977	0.019	0.029	-0.01
Si	16.319	10.859	4.117	-0.014	0.018	-0.007
Si	2.762	13.6	4.101	-0.007	0.007	-0.019
Si	5.485	0.034	4.178	0.001	0.017	0.016
Si	8.164	2.736	4.073	0.004	0.011	0.014
Si	5.428	5.471	4.097	-0.008	0.012	-0.006
Si	8.171	8.178	4.035	0.011	-0.017	-0.009
Si	5.416	10.878	3.998	0.004	0.009	0.005
Si	8.095	13.54	4.138	-0.022	-0.006	-0.017
Si	10.965	0.009	4.122	0.008	0.004	-0.025
Si	13.665	2.747	4.119	0.014	-0.012	-0.011
Si	10.857	5.435	4.059	0.014	0.002	0.003
Si	13.548	8.104	3.988	0.001	-0.013	-0.027
Si	10.91	10.827	4.073	-0.025	-0.001	-0.004
Si	13.557	13.552	4.132	0	-0.002	0.005
Si	1.384	14.979	16.323	0.005	0	-0.003
Si	4.082	1.355	16.355	0.001	-0.013	0.002
Si	1.359	4.082	16.341	-0.004	0.012	-0.012
Si	4.094	6.791	16.326	-0.008	-0.001	-0.004
Si	1.373	9.521	16.289	-0.005	0.007	-0.018
Si	4.083	12.253	16.308	0.003	-0.002	-0.013
Si	6.799	14.971	16.314	0.001	0.008	-0.007
Si	9.514	1.357	16.34	0.001	-0.001	-0.013
Si	6.808	4.078	16.356	0	0.006	-0.002
Si	9.487	6.774	16.303	-0.008	-0.003	-0.007
Si	6.794	9.511	16.31	-0.004	-0.006	-0.009
Si	9.519	12.235	16.314	0.004	-0.005	-0.006
Si	12.254	14.978	16.324	0.015	0	-0.004
Si	14.966	1.376	16.328	-0.009	0.001	-0.01
Si	12.237	4.047	16.305	0	0.004	-0.012
Si	14.971	6.788	16.314	-0.005	-0.002	-0.011
Si	12.234	9.524	16.307	0.004	0	-0.008
Si	14.946	12.261	16.302	0.01	0.004	-0.002
Si	2.715	0.011	17.74	-0.016	0.001	-0.004
Si	5.458	2.703	17.709	0.005	-0.007	0.019
Si	2.712	5.459	17.687	0.001	-0.002	0.004
Si	5.47	8.134	17.688	-0.01	0	0.008
Si	2.753	10.853	17.646	-0.005	0.013	0.011
Si	5.413	13.643	17.667	-0.004	-0.003	-0.006
Si	8.161	-0.016	17.694	-0.01	0.002	0.01
Si	10.86	2.73	17.701	0.006	-0.002	-0.001
Si	8.179	5.421	17.736	0.022	-0.003	0.002
Si	10.822	8.171	17.615	-0.001	0.01	0.007
Si	8.131	10.886	17.662	0.013	-0.004	0.024
Si	10.913	13.578	17.655	-0.007	0.005	-0.006
Si	13.581	0.057	17.693	-0.012	-0.006	0.014
Si	16.337	2.707	17.713	-0.002	0.015	0
Si	13.637	5.368	17.639	0.02	0.005	0.006
Si	16.322	8.187	17.646	0.019	-0.007	-0.012
Si	13.593	10.895	17.664	-0.008	-0.004	-0.003
Si	16.326	13.617	17.639	-0.007	-0.011	0.011
Si	1.36	1.371	19.125	0.005	-0.013	-0.006
Si	4.071	4.079	19.025	-0.001	0	-0.044
Si	1.355	6.862	19.023	-0.008	0.018	-0.035
Si	4.106	9.49	19.031	-0.007	-0.008	-0.02
Si	1.363	12.21	18.952	-0.01	0.007	-0.045
Si	4.082	-1.345	19.096	0.004	-0.014	-0.004
Si	6.82	1.333	19.091	-0.001	0.006	-0.031
Si	9.508	4.032	19.13	-0.022	0.003	-0.004
Si	6.849	6.813	19.085	-0.004	0.01	-0.012
Si	9.489	9.533	19.025	0.006	-0.01	-0.022
Si	6.751	12.265	18.993	-0.001	-0.005	-0.02
Si	9.557	-1.398	18.998	0.009	0.01	-0.01
Si	12.207	1.413	19.091	0.026	-0.005	-0.015
Si	14.991	4.048	19.09	-0.029	-0.001	-0.002
Si	12.192	6.736	18.845	-0.028	-0.012	-0.047
Si	14.971	9.551	19.001	0.019	0.012	-0.023
Si	12.237	12.225	19.055	-0.005	-0.004	-0.012
Si	14.994	-1.296	18.981	0.027	-0.001	-0.048
Si	16.296	0.021	20.473	-0.023	-0.023	0.064
Si	2.747	2.734	20.463	0.02	0.009	0.054
Si	16.352	5.491	20.385	-0.001	-0.012	0.028
Si	2.727	8.18	20.425	0.013	-0.003	0.038
Si	16.36	10.882	20.377	0.016	-0.006	0.04
Si	2.688	13.554	20.343	-0.008	-0.038	0.063
Si	5.435	0.008	20.49	0.022	0.012	0.049
Si	8.19	2.631	20.538	-0.009	-0.019	0.053
Si	5.475	5.413	20.357	-0.012	-0.01	0.058
Si	8.168	8.201	20.478	0	0.019	0.055
Si	5.425	10.898	20.372	-0.005	0.005	0.056
Si	8.169	13.573	20.319	-0.001	-0.015	0.047
Si	10.862	-0.03	20.397	0.012	-0.007	0.052
Si	13.58	2.746	20.505	0.006	0.005	0.04
Si	10.922	5.456	20.35	0	0.018	0.071
Si	13.517	8.119	20.129	-0.007	0.012	0.032
Si	10.834	10.889	20.419	-0.018	-0.003	0.044
Si	13.658	13.629	20.289	0.003	0.008	0.048
Si	17.483	-1.608	21.68	0.098	0.144	-0.752
Si	4.331	1.636	21.826	-0.099	-0.196	-0.761
Si	1.681	4.42	21.691	-0.226	-0.208	-0.715
Si	3.957	6.611	21.668	0.175	0.224	-0.726
Si	1.581	9.756	21.766	-0.141	-0.202	-0.73
Si	3.796	11.973	21.681	0.118	0.139	-0.795
Si	7.044	-1.233	21.678	-0.238	-0.036	-0.736
Si	9.296	0.955	21.853	0.143	0.287	-0.715
Si	6.56	3.834	21.721	0.117	0.069	-0.763
Si	9.836	7.035	21.677	-0.263	-0.059	-0.784
Si	6.994	9.833	21.747	-0.066	-0.236	-0.74
Si	9.229	12.037	21.74	0.232	0.061	-0.723
Si	12.469	-1.198	21.619	-0.137	-0.162	-0.769
Si	14.636	1.083	21.802	0.222	0.192	-0.73
Si	12.5	4.44	21.767	-0.141	-0.268	-0.71
Si	14.667	6.682	21.515	0.215	-0.007	-0.72
Si	12.026	9.21	21.53	-0.036	0.197	-0.728
Si	15.262	12.547	21.592	-0.083	-0.097	-0.786
Si	4.643	5.21	31.33	0.008	-0.049	0.194
Si	15.793	8.553	26.749	0.004	-0.088	-0.025
Si	7.467	0.956	29.534	0.02	-0.057	0.006
Si	16.994	5.13	24.3	0.034	-0.014	-0.167
Si	16.999	2.999	29.103	0.049	0.008	0.066
Si	9.08	13.582	30.786	0.179	0.013	0.177
Si	2.452	3.012	31.448	0.088	0.022	0.178
Si	8.808	8.252	30.753	0.005	0.051	0.09
Si	6.506	-1.458	30.852	-0.037	-0.014	0.086
Si	9.699	1.784	24.822	0.044	-0.058	-0.173
Si	11.892	3.967	24.822	-0.001	0.029	-0.26
Si	14.551	11.12	26.314	0.014	0.064	-0.025
Si	9.064	3.172	28.826	-0.038	0.035	-0.077
Si	13.47	7.241	28.569	0.051	0.079	0.097
Si	9.879	10.828	29.422	-0.085	-0.076	0.08
Si	4.674	-2.004	28.514	-0.052	-0.041	0.017
Si	12.407	12.02	28.367	0.051	0.062	0.074
Si	9.055	5.958	28.868	-0.039	0.069	0.085
Si	12.316	2.333	31.278	-0.016	-0.1	0.166
Si	10.487	-0.126	31.604	-0.09	-0.031	0.036
Si	15.124	1.231	24.838	-0.034	0.097	-0.112
Si	5.132	3.37	26.762	0.077	-0.14	0.182
Si	7.325	10.266	27.893	0.003	-0.009	0.147
Si	5.627	12.363	26.607	-0.157	-0.027	0.008
Si	3.577	9.217	29.083	0.026	0.014	-0.005
Si	5.662	0.454	27.306	0.149	-0.043	-0.087
Si	15.9	0.373	28.442	-0.158	-0.141	-0.043
Si	15.083	12.974	29.699	0.027	0.052	-0.08
Si	6.179	9.516	30.483	-0.063	0.097	0.064
Si	16.617	13.058	27.001	-0.05	0.052	0.091
Si	13.209	0.368	26.913	0.051	-0.12	-0.005
Si	13.398	11.038	23.603	-0.067	0.094	-0.172
Si	17.366	-0.499	26.003	-0.063	0.095	-0.011
Si	2.985	11.97	27.915	0.086	0.007	-0.02
Si	7.874	3.778	25.843	0.109	-0.032	0.135
Si	13.414	8.52	31.311	-0.092	-0.014	0.219
Si	15.483	5.273	28.772	-0.022	-0.02	-0.138
Si	14.883	3.994	25.826	-0.037	0.048	0.056
Si	8.013	5.764	23.8	0.005	-0.046	-0.143
Si	11.356	5.662	27.064	0.028	-0.072	-0.011
Si	5.759	7.966	23.869	-0.017	-0.006	-0.186
Si	11.953	2.842	28.431	-0.076	0.014	0.066
Si	5.508	8.118	26.934	0.148	-0.034	0.004
Si	2.362	4.621	26.936	-0.035	0.046	0.086
Si	15.882	-0.913	31.311	-0.048	0.022	0.115
Si	8.602	-0.213	27.002	-0.15	0.064	-0.141
Si	11.17	13.244	23.803	-0.004	0.013	-0.181
Si	16.356	7.951	23.742	0.118	0.074	-0.031
Si	15.59	10.742	31.509	0.041	0.024	0.153
Si	17.923	7.166	28.276	-0.014	-0.068	0.005
Si	10.98	-1.97	26.782	0.105	0.042	-0.026
Si	5.901	5.577	28.56	-0.053	-0.098	0.054
Si	5.259	13.74	23.835	-0.074	-0.022	-0.197
Si	3.08	-0.317	23.898	-0.081	0.003	-0.262
Si	1.381	14.943	5.47	0.009	-0.008	0.024
Si	4.08	1.382	5.492	-0.009	0.003	0.019
Si	1.32	4.136	5.46	-0.014	0.008	0.008
Si	4.055	6.85	5.401	-0.024	-0.001	0
Si	1.367	9.493	5.43	0.005	-0.004	0.003
Si	4.096	12.216	5.436	0.01	0.007	0.008
Si	6.811	14.95	5.505	0.004	-0.003	0.018
Si	9.546	1.373	5.43	0	-0.012	-0.01
Si	6.806	4.101	5.435	-0.005	-0.005	0.006
Si	9.513	6.81	5.417	-0.006	0.011	-0.003
Si	6.792	9.533	5.384	-0.004	0.001	0.01
Si	9.51	12.18	5.434	0.008	0	-0.006
Si	12.243	14.937	5.499	0.01	0.01	0.012
Si	14.961	1.363	5.507	0	-0.006	0.015
Si	12.237	4.087	5.425	-0.015	-0.001	0.008
Si	14.941	6.777	5.362	0.007	0.01	-0.004
Si	12.249	9.464	5.424	0.018	0.004	0.002
Si	14.966	12.226	5.465	0.014	0.003	0.011
Si	2.725	-0.001	6.829	-0.001	0.001	0.002
Si	5.454	2.745	6.816	-0.001	-0.002	0.003
Si	2.705	5.491	6.789	-0.011	0.011	0.007
Si	5.437	8.178	6.767	0.006	0.006	-0.002
Si	2.722	10.865	6.793	-0.008	-0.001	-0.004
Si	5.433	13.583	6.823	-0.001	0.003	0.004
Si	8.194	0.005	6.812	0.001	-0.007	-0.003
Si	10.887	2.731	6.802	0.003	-0.003	0.006
Si	8.165	5.452	6.793	0.007	0.006	0.002
Si	10.874	8.146	6.798	-0.006	-0.006	0.004
Si	8.147	10.851	6.8	0.006	-0.004	-0.003
Si	10.853	13.57	6.806	-0.01	0.01	-0.006
Si	13.598	-0.007	6.845	-0.003	-0.004	0.008
Si	16.326	2.738	6.831	0.009	-0.007	0.001
Si	13.601	5.445	6.778	-0.004	-0.003	-0.004
Si	16.307	8.127	6.76	0.007	-0.008	-0.002
Si	13.601	10.842	6.791	0.004	-0.007	-0.002
Si	16.328	13.588	6.822	-0.008	0.009	-0.005
Si	1.368	1.369	8.177	0.006	0.004	0.004
Si	4.073	4.11	8.145	0.003	0.002	-0.003
Si	1.342	6.81	8.165	-0.006	-0.006	-0.002
Si	4.085	9.518	8.156	-0.002	0.001	-0.006
Si	1.367	12.222	8.167	0.002	0.008	0.002
Si	4.08	14.951	8.179	-0.008	-0.011	-0.003
Si	6.814	1.365	8.161	0.003	0.007	-0.009
Si	9.522	4.089	8.157	0.005	0.001	-0.005
Si	6.793	6.812	8.139	0.003	-0.001	-0.005
Si	9.514	9.502	8.16	-0.01	-0.007	-0.001
Si	6.805	12.228	8.168	0.005	0.01	-0.006
Si	9.525	14.95	8.175	0.003	0	0.01
Si	12.23	1.363	8.177	-0.01	-0.017	0.004
Si	14.948	4.091	8.166	-0.004	-0.006	0.001
Si	12.243	6.794	8.154	0.001	0.008	0.001
Si	14.968	9.495	8.146	-0.003	0.005	-0.003
Si	12.236	12.213	8.148	0.005	-0.007	-0.016
Si	14.972	14.954	8.182	0.017	0.018	0
Si	16.326	0.005	9.532	0	0	0.007
Si	2.732	2.736	9.519	-0.006	-0.013	0
Si	16.315	5.442	9.527	0.009	0.002	0.001
Si	2.715	8.166	9.516	-0.01	-0.002	0.003
Si	16.32	10.862	9.516	0.006	-0.007	-0.003
Si	2.718	13.592	9.531	-0.001	0.009	0.001
Si	5.449	0.002	9.52	0.002	-0.013	0
Si	8.166	2.726	9.521	0.003	-0.004	0
Si	5.438	5.454	9.51	-0.001	0.01	-0.004
Si	8.154	8.151	9.519	0.006	0	0.001
Si	5.44	10.874	9.525	0.002	0.002	-0.003
Si	8.157	13.595	9.528	-0.009	0.008	0.005
Si	10.879	-0.005	9.533	0.005	0	0.005
Si	13.596	2.725	9.527	-0.003	0.005	0.001
Si	10.885	5.439	9.52	0.004	-0.007	0.006
Si	13.602	8.153	9.517	0.008	-0.001	-0.005
Si	10.875	10.868	9.518	-0.008	0.007	-0.007
Si	13.596	13.581	9.513	-0.006	0.002	-0.01
Si	1.365	14.963	10.886	-0.003	0	0.001
Si	4.088	1.367	10.878	0.004	0.012	-0.003
Si	1.362	4.081	10.881	0	-0.001	0.004
Si	4.075	6.802	10.874	-0.006	-0.001	-0.003
Si	1.361	9.518	10.886	0.006	0.011	0.004
Si	4.083	12.237	10.887	-0.002	0.004	0.004
Si	6.802	14.962	10.886	0.007	-0.005	0.003
Si	9.517	1.36	10.886	-0.002	-0.013	0.006
Si	6.797	4.086	10.872	-0.005	-0.002	-0.002
Si	9.518	6.794	10.878	-0.004	0	-0.004
Si	6.8	9.514	10.881	0.005	-0.006	-0.001
Si	9.521	12.234	10.88	0.005	0.007	0
Si	12.246	14.95	10.877	0.003	0.01	-0.001
Si	14.962	1.366	10.884	-0.001	-0.008	0.003
Si	12.237	4.08	10.889	-0.003	-0.001	-0.002
Si	14.959	6.801	10.887	-0.009	-0.005	0.002
Si	12.24	9.514	10.878	0.002	-0.001	-0.001
Si	14.959	12.228	10.875	0.005	-0.001	-0.003
Si	2.725	0.009	12.241	-0.002	-0.009	0.002
Si	5.444	2.725	12.242	0.001	-0.005	0.004
Si	2.728	5.435	12.241	-0.001	-0.001	-0.001
Si	5.434	8.158	12.235	-0.005	-0.003	0
Si	2.718	10.882	12.245	-0.004	-0.003	0.003
Si	5.443	13.6	12.242	-0.001	0.007	-0.002
Si	8.156	0.005	12.251	0	0.001	0.004
Si	10.879	2.715	12.245	0.007	0	0.004
Si	8.159	5.434	12.239	0.007	0.002	0.001
Si	10.878	8.154	12.237	0	-0.005	0
Si	8.162	10.873	12.24	-0.006	0.004	0.003
Si	10.877	13.601	12.237	0	-0.001	-0.003
Si	13.604	-0.005	12.234	-0.003	-0.006	0
Si	16.325	2.722	12.245	-0.001	0.002	0.003
Si	13.599	5.441	12.244	0.003	0	-0.003
Si	16.323	8.156	12.247	0.004	0	0
Si	13.598	10.875	12.242	-0.003	0.003	0.003
Si	16.318	13.6	12.232	0.001	0.01	-0.001
Si	1.367	1.368	13.611	-0.003	-0.001	0.008
Si	4.084	4.074	13.612	0	0	0.002
Si	1.371	6.793	13.599	0.005	-0.01	0.001
Si	4.083	9.522	13.598	-0.009	0.002	0.004
Si	1.356	12.249	13.597	-0.003	0.007	-0.001
Si	4.087	14.966	13.596	0.004	-0.004	0.003
Si	6.798	1.371	13.612	-0.004	0.002	0.003
Si	9.518	4.074	13.604	-0.007	-0.004	0.009
Si	6.786	6.789	13.589	-0.002	0.007	-0.001
Si	9.517	9.508	13.6	0.007	-0.004	0.001
Si	6.806	12.239	13.598	0.009	-0.009	0.001
Si	9.52	14.962	13.603	0.001	0.007	0.004
Si	12.24	1.346	13.595	0.01	-0.01	0.003
Si	14.961	4.081	13.6	-0.011	0.014	0.002
Si	12.236	6.797	13.602	0.002	-0.005	-0.005
Si	14.959	9.516	13.605	0.004	0	0.008
Si	12.237	12.247	13.594	-0.002	0.01	0.006
Si	14.972	14.968	13.595	-0.004	-0.005	-0.002
Si	16.326	0.008	14.969	0.002	-0.009	0.001
Si	2.726	2.72	14.985	-0.004	0.002	0.003
Si	16.331	5.434	14.958	0	-0.005	-0.002
Si	2.736	8.15	14.954	0.004	-0.003	-0.005
Si	16.317	10.89	14.955	0.001	0.002	-0.005
Si	2.723	13.611	14.951	-0.005	0.007	0
Si	5.433	0.009	14.966	0.003	-0.004	0
Si	8.161	2.724	14.98	0.004	-0.003	0.005
Si	5.45	5.427	14.972	-0.003	0.003	-0.001
Si	8.14	8.144	14.945	-0.003	-0.013	-0.002
Si	5.443	10.884	14.956	0.001	0.005	-0.004
Si	8.161	13.602	14.961	-0.007	-0.001	-0.004
Si	10.876	0.002	14.97	0.001	0	-0.001
Si	13.602	2.706	14.945	0.002	0	-0.006
Si	10.881	5.432	14.961	0.009	0.007	-0.002
Si	13.598	8.151	14.963	-0.001	-0.005	-0.005
Si	10.877	10.881	14.947	0.001	-0.003	0
Si	13.599	13.62	14.944	-0.006	0.002	0.001
O	11.522	3.501	32.063	-0.018	0.085	-0.581
O	9.899	-1.322	30.66	0.287	0.127	-0.717
O	5.871	4.531	32.148	0.023	-0.113	-0.487
O	9.799	12.769	23.085	-0.316	0.247	0.358
O	6.94	8.764	27.387	0.444	-0.249	0.093
O	15.694	8.24	25.173	-0.455	-0.112	-0.095
O	15.072	1.637	23.273	0.034	0.429	0.247
O	17.3	6.636	23.801	0.397	-0.075	0.1
O	10.947	8.142	22.151	0.105	-0.01	0.567
O	10.313	5.578	33.015	0.137	-0.104	-0.571
O	10.444	10.999	33.107	-0.163	-0.17	-0.546
O	17.367	4.047	23.154	-0.183	-0.615	0.139
O	17.281	-1.345	31.992	0.45	0.061	-0.53
O	2.19	8.239	32.992	-0.198	0.176	-0.391
O	12.134	11.97	23.91	-0.362	-0.317	0.36
O	13.91	7.217	32.143	0.041	-0.063	-0.507
O	4.6	11.361	33.172	-0.018	0.072	-0.411
O	4.441	12.622	23.018	-0.073	-0.126	0.502
O	12.699	1.762	27.519	-0.058	0.084	-0.33
O	5.446	2.757	22.285	0.123	-0.132	0.14
O	15.152	7.642	22.726	-0.139	0.306	-0.032
O	6.424	10.066	31.973	0.498	-0.1	-0.343
O	12.03	-0.735	26.913	0.076	0.041	-0.085
O	9.325	0.725	32.344	-0.051	0.04	-0.273
O	12.933	8.139	29.809	-0.506	0.206	-0.187
O	4.88	0.079	33.177	0.252	0.221	-0.487
O	14.757	11.666	32.519	-0.086	0.009	-0.184
O	6.309	-1.888	32.389	-0.156	-0.43	-0.146
O	7.238	4.618	22.968	-0.057	0.065	0.189
O	12.918	9.773	22.755	0.145	-0.359	0.423
O	10.427	2.345	28.622	-0.024	-0.734	0.081
O	4.318	8.902	27.685	-0.28	0.222	-0.406
O	1.939	-1.004	22.977	-0.127	0.154	0.118
O	13.636	5.563	22.112	-0.035	-0.005	0.165
O	8.914	10.472	28.15	0.166	-0.171	-0.517
O	16.658	6.389	28.892	0.113	0.02	0.414
O	2.541	13.356	33.165	-0.212	-0.057	-0.344
O	8.137	-0.142	22.219	0.028	-0.029	0.371
O	16.938	10.195	32.212	0.152	0.238	-0.389
O	17.236	9.175	23.147	0.111	0.217	0.319
O	2.402	8.12	29.314	0.01	0.025	0.634
O	17.297	8.134	27.147	0.366	0.27	-0.297
O	7.625	2.712	33.017	-0.124	0.133	-0.565
O	3.709	3.974	26.374	-0.163	-0.24	-0.58
O	15.889	11.656	30.213	0.582	-0.329	-0.416
O	13.129	13.594	33.302	0.117	0.07	-0.482
O	14.536	11.901	22.88	-0.005	-0.168	0.276
O	13.532	12.596	29.388	-0.21	0.174	0.436
O	8.869	7.707	32.269	-0.315	0.377	0.091
O	6.55	10.576	29.305	-0.241	0.676	0.155
O	8.446	5.161	25.235	0.533	0.088	0.225
O	9.534	9.697	30.551	0.272	0.158	0.353
O	14.682	9.485	31.107	0.287	-0.094	-0.482
O	5.145	-1.571	29.997	-0.468	0.15	0.253
O	3.12	1.818	32.292	0.111	-0.24	-0.291
O	11.886	3.987	23.207	-0.238	-0.152	0.188
O	10.92	2.746	25.273	0.166	-0.038	0.446
O	11.903	4.32	27.792	0.329	0.093	0.008
O	7.038	7.012	24	-0.027	0.289	0.299
O	11.843	14.42	22.938	0.126	0.138	0.432
O	9.326	6.265	23.017	0.331	-0.343	0.55
O	11.411	-0.906	32.634	0.009	0.287	-0.005
O	16.134	-0.11	29.953	0.414	0.309	-0.096
O	5.824	13.411	27.824	0.592	0.234	0.447
O	9.637	12.332	29.955	-0.148	0.177	-0.333
O	7.136	0.045	30.82	-0.066	0.085	0.342
O	9.844	6.044	27.468	-0.237	0.328	-0.335
O	4.121	11.752	26.762	-0.067	-0.487	-0.392
O	5.188	5.888	29.975	0.033	0.273	-0.205
O	11.474	13.211	27.809	-0.214	0.003	0.275
O	12.276	6.889	27.551	-0.189	0.514	-0.056
O	4.537	-0.687	27.559	-0.552	0.178	-0.09
O	8.111	10.938	22.229	-0.1	-0.038	0.485
O	5.544	4.025	28.203	-0.042	-0.199	0.387
O	3.945	6.368	32.217	0.134	0.171	-0.368
O	15.927	1.972	28.502	-0.481	0.316	-0.139
O	7.007	-0.175	26.581	-0.058	-0.053	-0.426
O	11.399	5.375	25.469	-0.31	0.483	-0.123
O	8.313	2.603	24.831	-0.39	-0.036	-0.398
O	14.492	-0.131	27.803	-0.044	-0.54	0.109
O	15.768	5.5	33.015	-0.008	-0.087	-0.574
O	9.462	4.555	29.559	0.246	-0.068	0.65
O	13.209	11.344	27.155	-0.347	-0.053	-0.239
O	17.987	2.357	30.203	-0.194	-0.365	-0.105
O	13.351	3.714	25.443	-0.029	-0.302	0.117
O	12.747	2.916	29.842	0.61	0.105	0.057
O	3.575	4.058	30.953	-0.052	0.011	-0.322
O	9.014	13.114	32.336	-0.277	0.131	-0.046
O	2.898	5.444	22.08	0.021	0.09	0.382
O	13.584	1.997	32.22	0.143	0.318	-0.252
O	17.28	14.217	26.103	0.086	-0.154	-0.357
O	5.429	6.562	27.364	-0.104	-0.161	-0.35
O	9.976	1.296	23.304	0.2	0.045	0.168
O	13.705	0.664	25.394	-0.33	-0.164	-0.314
O	15.408	12.467	26.1	-0.275	0.333	-0.385
O	4.576	7.249	23.036	-0.238	0.298	0.447
O	3.64	1.021	23.176	-0.093	0.314	0.406
O	5.254	8.308	25.355	-0.484	0.126	0.024
O	14.061	10.474	24.939	-0.025	-0.57	0.157
O	2.435	-0.004	25.346	0.225	0.374	0.276
O	17.943	3.622	27.954	0.142	-0.093	-0.155
O	16.031	4.122	29.752	-0.043	-0.136	0.687
O	16.196	0.054	25.044	-0.258	-0.244	-0.141
O	6.517	14.267	22.98	0.314	-0.412	0.061
O	4.304	-1.325	24.14	0.156	0.197	0.411
O	5.801	13.085	25.188	0.463	-0.111	0.049
O	15.429	4.995	24.675	-0.453	0.409	-0.131
O	9.493	0.618	25.922	0.428	-0.255	0.098
O	15.189	4.666	27.273	0.088	-0.073	-0.103
O	17.78	4.848	25.648	-0.14	0.005	0.225
O	7.241	8.305	30.333	-0.085	-0.432	-0.253
O	4.637	9.072	30.306	-0.414	-0.177	0.159
O	17.683	3.816	32.311	-0.214	0.062	-0.48
O	5.048	1.757	26.581	-0.244	-0.169	-0.425
O	8.573	0.323	28.53	0.594	-0.256	0.315
O	14.636	7.849	27.626	0.072	-0.108	-0.157
O	3.318	13.425	28.594	-0.358	0.35	0.424
O	6.231	9.305	23.091	-0.203	0.28	0.373
O	6.787	11.26	26.746	0.183	-0.075	-0.569
O	11.45	10.869	29.01	0.118	-0.303	-0.111
O	2.608	6.052	27.662	0.3	0.136	0.192
O	7.472	5.873	28.669	0.074	0.264	-0.182
O	10.932	13.8	25.275	-0.241	0.101	0.141
O	16.358	13.623	22.177	-0.232	0.074	0.383
O	15.594	2.538	25.685	0.607	0.037	0.152
O	9.431	-1.6	27.117	-0.254	-0.449	0.366
O	9.521	7.189	29.781	0.482	-0.177	-0.247
O	13.536	-0.078	22.14	-0.12	0.102	0.531
O	15.043	-2.224	30.869	-0.477	-0.026	0.393
O	3.041	10.744	28.981	-0.356	0.06	0.382
O	7.593	13.852	30.227	-0.195	-0.413	-0.869
O	15.149	-0.03	32.455	-0.104	-0.114	0.27
O	2.704	10.865	22.209	0.103	0.007	0.313
O	15.91	13.524	28.405	-0.033	0.43	0.015
O	8.051	2.423	29.848	0.015	0.132	0.549
O	6.273	3.89	25.755	-0.096	0.536	-0.509
O	17.176	-0.008	27.525	0.536	0.073	0.179
O	15.574	10.117	27.038	0.159	0.115	0.584
O	8.387	3.423	27.349	0.007	0.104	-0.04
O	11.445	0.997	30.937	0.118	-0.087	-0.613
O	17.812	12.014	27.31	-0.131	-0.302	0.033
O	14.103	5.921	29.272	-0.413	-0.228	0.28
O	6.078	1.055	28.744	-0.579	0.176	0.145
O	12.235	9.255	32.16	-0.203	0.122	-0.439

Results
total energy: -101655.316 eV
total energy less fixed offsets of O -438.35, Si -107.03 eV per atom: -2.116 eV
